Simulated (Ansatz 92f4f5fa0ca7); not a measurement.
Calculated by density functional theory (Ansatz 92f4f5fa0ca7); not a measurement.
Periodic cell of 212 atoms, Si132O80, from a study of silicon, its oxide and their interface. The atomic structure is a simulated model.

Settings
functional: PBE
potential files: Ansatz PAW
basis: plane waves
wave-function cutoff: 700 eV
density cutoff ratio: 5
exchange-correlation grid ratio: 1
k mesh: 2 x 2 x 1, shifted by 0.5 0.5 0.5 of a step
self-consistency stop: 5e-08 eV per atom in the density residual
occupations: fixed
spin: none
net charge: 0

Cell vectors (angstrom)
a	10.938	0	0
b	0	10.938	0
c	0	0	31.1475

Atoms: element, x, y, z (angstrom)
Si	-0.5031	0.3024	23.7758
Si	6.1335	-0.4366	23.5664
Si	2.2345	3.2486	23.8507
Si	8.7979	2.1634	23.886
Si	0.424	4.8603	23.9769
Si	5.0799	6.0003	23.6199
Si	3.3045	7.7237	23.7426
Si	7.8943	8.7473	23.7483
Si	1.3632	1.3101	24.8987
Si	6.9022	1.3023	24.9856
Si	4.1393	4.1747	24.9014
Si	9.5898	3.978	25.1608
Si	1.4384	6.7961	24.9466
Si	6.8666	6.9022	24.894
Si	4.2691	9.567	24.8582
Si	9.5316	9.6161	25.1892
Si	2.7941	-0.0409	26.256
Si	8.1722	0.0242	26.4861
Si	0.0722	2.6364	26.4345
Si	5.4807	2.734	26.2783
Si	2.7655	5.4531	26.3816
Si	8.1842	5.4803	26.3231
Si	0.0424	8.1663	26.338
Si	5.5148	8.2047	26.3606
Si	4.1018	1.3673	27.7292
Si	9.5708	1.3673	27.7292
Si	1.3673	4.1018	27.7292
Si	6.8362	4.1018	27.7292
Si	4.1018	6.8362	27.7292
Si	9.5708	6.8362	27.7292
Si	1.3673	9.5708	27.7292
Si	6.8362	9.5708	27.7292
Si	0	0	29.0965
Si	5.469	0	29.0965
Si	2.7345	2.7345	29.0965
Si	8.2035	2.7345	29.0965
Si	0	5.469	29.0965
Si	5.469	5.469	29.0965
Si	2.7345	8.2035	29.0965
Si	8.2035	8.2035	29.0965
Si	1.3673	1.3673	30.4637
Si	6.8362	1.3673	30.4637
Si	4.1018	4.1018	30.4637
Si	9.5708	4.1018	30.4637
Si	1.3673	6.8362	30.4637
Si	6.8362	6.8362	30.4637
Si	4.1018	9.5708	30.4637
Si	9.5708	9.5708	30.4637
Si	2.7345	0	0.6835
Si	8.2035	0	0.6835
Si	0	2.7345	0.6835
Si	5.469	2.7345	0.6835
Si	2.7345	5.469	0.6835
Si	8.2035	5.469	0.6835
Si	0	8.2035	0.6835
Si	5.469	8.2035	0.6835
Si	4.1018	1.3673	2.0507
Si	9.5708	1.3673	2.0507
Si	1.3673	4.1018	2.0507
Si	6.8362	4.1018	2.0507
Si	4.1018	6.8362	2.0507
Si	9.5708	6.8362	2.0507
Si	1.3673	9.5708	2.0507
Si	6.8362	9.5708	2.0507
Si	0	0	3.418
Si	5.469	0	3.418
Si	2.7345	2.7345	3.418
Si	8.2035	2.7345	3.418
Si	0	5.469	3.418
Si	5.469	5.469	3.418
Si	2.7345	8.2035	3.418
Si	8.2035	8.2035	3.418
Si	1.38	1.3536	4.7398
Si	6.8042	1.4166	4.8585
Si	4.072	4.1253	4.75
Si	9.5723	4.1286	4.8637
Si	1.3543	6.816	4.8328
Si	6.8276	6.846	4.7391
Si	4.057	9.5908	4.838
Si	9.4707	9.6577	4.6911
Si	2.6888	0.0424	6.2332
Si	8.1324	-0.0153	6.2115
Si	0.0584	2.6947	6.1459
Si	5.4624	2.8825	6.2023
Si	2.6602	5.3315	6.2213
Si	8.1974	5.5857	6.2207
Si	-0.0851	8.3163	5.9851
Si	5.3953	8.1271	6.1182
Si	3.7623	1.7972	7.4185
Si	10.0028	0.9409	7.3216
Si	1.8439	3.4387	7.5463
Si	6.3346	4.7917	7.4315
Si	4.4373	6.3314	7.3598
Si	9.0301	7.5662	7.2776
Si	0.7257	10.0956	7.2913
Si	7.1246	9.0738	7.3731
O	0.6874	9.506	8.8638
O	1.2525	3.6127	9.0887
O	9.7179	1.4138	8.9017
O	6.5989	9.1945	8.952
O	4.515	1.1799	8.778
O	3.8304	6.6016	8.8884
O	6.7392	4.8479	9.0757
O	9.5162	7.6773	8.8815
O	2.2614	3.2266	22.1534
O	5.9879	11.0715	21.9887
O	8.4116	2.6919	22.3709
O	0.0013	4.6718	22.3405
O	8.6946	8.4772	22.2955
O	2.855	8.1904	22.2008
O	5.6229	5.71	22.0621
O	10.5654	10.4468	22.2903
Si	1.3269	4.3637	21.4051
Si	1.4603	3.7049	15.6684
Si	8.7373	0.7086	9.9994
Si	6.1663	0.8351	20.5207
Si	0.2994	13.3958	19.3395
Si	4.0367	6.7458	10.5
Si	10.0604	9.051	21.5716
Si	3.5822	7.5787	18.9833
Si	8.5792	5.4692	19.3752
Si	5.0512	14.0818	19.0591
Si	0.0951	10.5903	14.5428
Si	6.0446	9.229	10.4899
Si	-2.5347	1.9636	12.9514
Si	4.772	10.2679	18.1152
Si	8.2173	0.1472	15.3337
Si	6.0747	3.6321	13.9993
Si	12.7271	7.394	21.2478
Si	-3.8167	8.7114	16.6928
Si	0.4336	2.3368	13.2015
Si	5.8654	6.6274	14.8448
Si	3.0958	6.3741	16.246
Si	6.9615	13.3972	16.5538
Si	1.3594	3.7724	10.7086
Si	7.8639	5.0933	10.2214
Si	1.0614	6.8188	11.5368
Si	7.4454	7.4673	12.354
Si	8.7604	2.5235	20.8023
Si	2.7222	12.7106	17.7668
Si	5.6516	5.902	20.4401
Si	5.6343	1.1819	9.969
Si	4.4523	3.7687	11.4784
Si	-0.6331	7.8687	13.6921
Si	-0.5817	8.8549	9.6841
Si	-1.3185	3.8309	17.056
Si	0.5344	8.3144	16.274
Si	-1.3931	8.2369	18.775
O	4.7194	3.6353	13.0896
O	9.3077	-0.8614	10.0812
O	1.8817	7.4338	16.2165
O	1.3387	3.3852	14.0714
O	8.1361	8.5031	17.9652
O	5.0331	4.6121	19.6991
O	0.8396	5.27	11.0905
O	2.1074	5.7948	21.4457
O	-0.0243	4.2392	16.1525
O	4.7074	5.348	11.0683
O	-1.3602	6.7679	19.5402
O	6.2349	7.3895	13.4469
O	3.6181	3.011	18.3204
O	5.777	9.578	17.0353
O	8.8932	7.3718	13.0725
O	5.4108	2.6096	10.7717
O	11.2375	7.9026	21.6715
O	6.2732	13.8433	17.9684
O	-3.6851	8.8698	11.5414
O	0.6241	2.6141	11.6036
O	7.4213	11.8276	16.5646
O	-0.7271	2.7225	18.1004
O	5.9145	2.6636	15.3084
O	10.2678	1.9015	20.54
O	4.7571	7.2077	20.0553
O	5.4165	-0.2186	10.8221
O	5.1661	2.115	20.3281
O	9.8349	11.2588	15.4468
O	-3.1459	11.6897	13.8779
O	3.7068	6.5025	17.7593
O	9.1665	4.2985	10.2981
O	7.3688	6.2281	11.2596
O	0.9571	14.8108	19.8942
O	3.7869	11.4716	17.5437
O	-3.0825	9.5045	15.4619
O	2.0972	7.6093	19.6702
O	7.3007	3.1727	13.0045
O	8.3639	3.2339	16.2016
O	-2.0343	16.0212	17.819
O	0.6339	6.9994	13.107
O	8.7092	4.0559	20.2018
O	7.141	6.0951	19.8121
O	-4.2594	7.2517	16.116
O	2.9247	3.4841	11.0835
O	2.5564	4.8729	15.9328
O	4.2591	6.7182	15.1449
O	11.0485	7.9757	10.8637
O	11.7905	11.7491	13.6754
O	5.7263	10.7133	19.3631
O	-0.1248	8.413	17.7564
O	2.6402	7.109	11.258
O	-0.4647	-1.4482	13.4526
O	1.9716	24.2007	16.415
O	7.6838	1.4151	20.2395
O	1.5144	12.3968	18.8614
O	-4.5739	5.0979	14.6332
O	-3.7413	1.0241	9.4395
O	9.7248	9.3274	19.9908
O	-5.9865	8.0598	10.7399
O	0.9929	9.777	15.6508
O	-1.145	2.5575	13.5498
O	3.7233	9.1205	18.5346
O	-0.6039	7.6281	15.3105
O	8.7276	1.3383	11.4903

Results
free energy: -129423.718 eV
free energy less fixed offsets of O -569.03, Si -635.61 eV per atom: -0.798 eV

Forces (eV/angstrom), in the order of the atoms: element, x, y, z
Si	-0.0586	0.0077	-0.0542
Si	0.0446	-0.0073	-0.0656
Si	-0.0561	0.0573	-0.0544
Si	0.0472	-0.0304	-0.0612
Si	0.0317	-0.0763	-0.0569
Si	-0.0359	0.0316	-0.0578
Si	0.0199	-0.0294	-0.0499
Si	0.0065	0.0322	-0.053
Si	-0.0206	0.0175	0.0279
Si	0.0172	-0.0121	0.0058
Si	0.0018	0.009	0.0021
Si	-0.0157	0.003	0.0042
Si	0.0033	-0.014	0.0122
Si	-0.0152	0.0176	0.016
Si	0.0062	-0.0021	0.0049
Si	-0.0097	-0.0001	-0.0312
Si	-0.0116	0.0166	0.0592
Si	-0.0098	0.0071	-0.0532
Si	0.009	-0.0144	-0.03
Si	-0.0223	0.0215	0.0697
Si	0.0174	0.0099	-0.024
Si	-0.0039	0.0007	0.0433
Si	0.0421	-0.0377	0.0659
Si	-0.0055	-0.0007	-0.0406
Si	0.0186	0.0067	-0.6537
Si	0.1219	0.0028	0.8674
Si	0.2989	-0.1747	0.2485
Si	-0.1355	0.0052	-0.3986
Si	0.1313	0.1412	0.0579
Si	0.0616	-0.0908	-0.3017
Si	0.3227	-0.0374	-0.4808
Si	-0.2173	-0.1843	0.6794
Si	-0.1066	0.0432	0.011
Si	-0.0068	-0.0835	0.001
Si	-0.0163	0.081	0.0036
Si	0.1319	0.0435	-0.0008
Si	-0.0849	-0.0438	-0.0357
Si	-0.0233	0.0104	-0.0161
Si	0.0524	0.0703	-0.0182
Si	-0.0299	0.0693	0.0003
Si	0.0234	-0.0467	0.004
Si	-0.032	0.0337	-0.0238
Si	0.034	-0.0419	0.0136
Si	-0.0096	0.013	0.0052
Si	0.0061	0.0068	-0.0204
Si	0.0591	-0.0443	0.0004
Si	-0.0543	0.0123	0.0011
Si	0.0903	-0.0897	0.0078
Si	0.0424	-0.0141	0.0145
Si	-0.0397	0.0542	0.0022
Si	-0.0781	0.0343	-0.0182
Si	0.0471	-0.0323	0.0033
Si	-0.0352	0.0124	0.0126
Si	0.0274	0.0142	0.0169
Si	-0.0156	-0.004	0.0051
Si	-0.0684	0.0944	-0.026
Si	-0.0257	0.0193	-0.0098
Si	0.1663	0.0473	-0.0127
Si	-0.0105	-0.0447	0.0271
Si	-0.0385	-0.0222	0.0206
Si	0.0839	0.0266	0.0028
Si	0.0031	0.0111	0.022
Si	-0.1141	-0.0832	0.0179
Si	0.0204	-0.1326	-0.0123
Si	-0.096	0.187	-0.5205
Si	-0.1274	0.1757	0.5445
Si	0.129	-0.1276	-0.3758
Si	0.0336	0.0975	0.5736
Si	-0.1088	-0.0088	0.3199
Si	-0.0603	0.003	-0.3371
Si	-0.0782	-0.083	0.4026
Si	-0.2697	0.0641	-0.6198
Si	0.0118	0.0088	0.0459
Si	0.0076	-0.0083	-0.0765
Si	0.0031	-0.0025	0.0462
Si	-0.0159	0.0133	-0.042
Si	0.0074	-0.0088	-0.044
Si	-0.002	-0.0077	0.0403
Si	-0.0024	0.0083	-0.072
Si	-0.0055	0.0134	0.025
Si	-0.0425	-0.0102	-0.0172
Si	0.0193	-0.0192	-0.0068
Si	0.0203	0.0198	-0.0053
Si	0.0012	0.0018	0.009
Si	0.0151	-0.0274	-0.0112
Si	-0.0028	0.0149	-0.0403
Si	-0.0114	-0.0228	0.019
Si	-0.0036	0.0037	0.0076
Si	-0.0071	0.0128	0.0528
Si	0.0553	-0.0188	0.0514
Si	0.0179	-0.0343	0.0525
Si	-0.0381	0.0436	0.038
Si	0.0313	-0.0222	0.0559
Si	-0.0451	0.0769	0.0316
Si	-0.0626	0.0088	0.0591
Si	0.0356	-0.0397	0.0428
O	-0.0091	-0.0068	-0.0064
O	0.0144	0.0069	-0.0134
O	-0.0198	-0.0134	-0.0065
O	-0.0069	0.012	0.0129
O	-0.0022	0.01	0.0011
O	0.0127	0.0029	0.0075
O	0.0685	0.0157	0.0382
O	0.0063	0.0172	0.011
O	-0.0148	0.008	-0.0076
O	-0.0009	-0.0065	0.0143
O	0.009	-0.0084	0.0089
O	0.0167	0.0087	-0.0167
O	0.0011	0.0225	0.0175
O	-0.0167	-0.0172	0.0072
O	-0.0041	0.003	0.0019
O	-0.0078	-0.0183	0.011
Si	0.001	0.0088	0.0197
Si	0.0017	0.0011	0.0004
Si	-0.0025	0.0011	-0.0006
Si	0.0009	0.0059	-0.017
Si	0.0059	0.0021	0.0049
Si	-0.0105	0.0019	-0.0068
Si	0.0193	-0.0065	-0.0118
Si	-0.0076	-0.0019	0.0003
Si	0.0034	-0.0004	-0.0018
Si	-0.0038	0.0022	-0.0017
Si	0.0036	0.0032	0.001
Si	0.0072	0.003	-0.0039
Si	0.0005	0.0066	-0.0094
Si	-0.0034	-0.0013	-0.0057
Si	0.0007	0.0002	0.0009
Si	0.0021	-0.0009	0
Si	-0.0056	-0.019	0.0054
Si	-0.0002	-0.0023	-0.0009
Si	-0.0012	-0.0025	0.0019
Si	0.0007	-0.0003	-0.0016
Si	0.0049	-0.0022	0.0003
Si	-0.0003	-0.0031	-0.0026
Si	-0.0035	-0.004	0.016
Si	-0.012	0.0129	0.0498
Si	-0.0021	0.0085	0.0064
Si	0.0055	-0.0115	-0.0011
Si	0.0067	0.0029	0.0001
Si	-0.0059	-0.0025	0.0004
Si	0.0007	0.0007	-0.0027
Si	0.0158	-0.0097	-0.004
Si	-0.0091	-0.0028	0.0106
Si	-0.0042	-0.0037	0.0026
Si	-0.0043	-0.0001	-0.0113
Si	0.0001	0.0019	-0.0026
Si	-0.0013	0.0009	0.0036
Si	0.0048	0.0015	0.0019
O	0.0214	0.0056	-0.0153
O	0.0177	-0.0006	-0.01
O	-0.0088	-0.011	-0.0054
O	-0.0162	-0.0193	0.0092
O	0.0083	-0.0025	-0.0115
O	0.0105	0.0078	0.0111
O	0.0113	-0.0138	-0.0021
O	-0.0045	0.0006	-0.0155
O	0.0089	-0.0107	-0.0004
O	-0.0105	0.0074	-0.0081
O	0.0018	0.027	-0.0094
O	0.0177	-0.0106	0.006
O	0.0073	-0.0246	0.001
O	0.0117	-0.0109	0.0048
O	-0.008	0.0129	-0.0081
O	-0.015	0.0034	-0.003
O	-0.0044	0.0287	-0.0067
O	-0.0158	-0.0033	-0.0029
O	-0.0107	-0.0169	-0.0041
O	-0.0082	0.013	0.0119
O	0.0039	0.0115	-0.0248
O	0.0098	0.0102	-0.0046
O	0.0237	0.0092	0.0064
O	-0.022	0.026	-0.009
O	-0.0021	-0.0161	-0.0112
O	0.0015	-0.0107	-0.0131
O	0.0185	-0.0053	-0.0191
O	-0.0122	-0.0206	-0.0186
O	0.0183	0.0095	0.0119
O	-0.0098	0.0158	-0.0035
O	-0.0603	-0.0033	0.0098
O	0.0449	-0.0154	-0.0639
O	-0.0116	-0.0286	0.0107
O	0.0018	0.0058	0.0137
O	-0.0046	0.0105	0.0212
O	0.0136	-0.0042	0.0152
O	-0.0143	-0.0117	0.0331
O	-0.0076	-0.0063	0.0056
O	0.0124	-0.0214	0.004
O	-0.0112	0.0021	-0.0055
O	0.0022	-0.0059	0.0014
O	-0.0139	-0.0012	0.0091
O	-0.0102	0.0184	-0.0164
O	0.0131	0.0065	-0.0036
O	-0.0128	0.003	0.0072
O	0.0125	-0.007	0.0176
O	0.0149	-0.0091	0.0032
O	-0.0297	0.0132	0.0066
O	-0.0086	0.0078	0.0105
O	-0.0171	-0.0051	-0.0062
O	-0.0138	-0.013	-0.0061
O	0.0114	-0.0106	0.0291
O	-0.0013	0.0175	0.0062
O	-0.0141	-0.0041	0.0144
O	0.0009	0.0336	-0.0173
O	-0.0135	0.0016	-0.0092
O	-0.0117	0.0112	0.0131
O	-0.0006	-0.0242	0.0125
O	0.0054	0.0071	-0.0042
O	-0.0238	-0.0165	-0.0104
O	0.0061	-0.0075	-0.0131
O	0.0279	-0.003	-0.002
O	0.021	0.0263	-0.0111
O	-0.0008	-0.0062	0.0002

The program warned: the cutoff lies below the one the program advises for these potential files; the exchange-correlation potential is rough where the density is thin.
